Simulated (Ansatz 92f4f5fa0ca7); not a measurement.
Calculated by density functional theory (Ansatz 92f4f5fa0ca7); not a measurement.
Periodic cell of 220 atoms, Si132O88, from a study of silicon, its oxide and their interface. The atomic structure is a simulated model.
Doubt: the cutoff is far below the 930 eV that the study's wrapper takes by default for these files, so forces and energies are approximate.
This geometry differs little from another in the collection (a relaxation step or a small displacement).

Settings
functional: PBE
potential files: Ansatz PAW
basis: plane waves
wave-function cutoff: 580 eV
density cutoff ratio: 5
exchange-correlation grid ratio: 1
k mesh: 1 x 1 x 1, Gamma-centred
self-consistency stop: 5e-08 eV per atom in the density residual
occupations: fixed
spin: none
net charge: 0

Cell vectors (angstrom)
a 10.938 0 0
b 0 10.938 0
c 0 0 32.0942

Atoms: element, x, y, z (angstrom)
Si 0.2196 -0.1616 24.4388
Si 5.6148 -0.3301 24.698
Si 2.543 3.0246 24.4109
Si 8.106 2.9498 24.9991
Si 0.0673 5.1025 24.6157
Si 5.8483 5.1209 24.5734
Si 2.4787 8.4927 24.5451
Si 8.0138 8.5732 24.7159
Si 1.4205 1.3945 25.7853
Si 6.7662 1.3166 25.9777
Si 4.0887 4.1461 25.8458
Si 9.6344 4.1187 26.2518
Si 1.2891 6.832 25.7771
Si 6.8717 6.8411 25.8786
Si 4.0504 9.496 26.0225
Si 9.6046 9.7128 25.9634
Si 2.729 0.0366 27.2872
Si 8.1954 0.0429 27.3479
Si 0.0828 2.6422 27.3524
Si 5.4082 2.7449 27.2885
Si 2.7121 5.522 27.235
Si 8.1898 5.5422 27.3735
Si -0.0181 8.2023 27.2615
Si 5.4724 8.1422 27.3142
Si 4.1018 1.3673 28.676
Si 9.5708 1.3673 28.676
Si 1.3673 4.1018 28.676
Si 6.8362 4.1018 28.676
Si 4.1018 6.8362 28.676
Si 9.5708 6.8362 28.676
Si 1.3673 9.5708 28.676
Si 6.8362 9.5708 28.676
Si 0 0 30.0432
Si 5.469 0 30.0432
Si 2.7345 2.7345 30.0432
Si 8.2035 2.7345 30.0432
Si 0 5.469 30.0432
Si 5.469 5.469 30.0432
Si 2.7345 8.2035 30.0432
Si 8.2035 8.2035 30.0432
Si 1.3673 1.3673 31.4105
Si 6.8362 1.3673 31.4105
Si 4.1018 4.1018 31.4105
Si 9.5708 4.1018 31.4105
Si 1.3673 6.8362 31.4105
Si 6.8362 6.8362 31.4105
Si 4.1018 9.5708 31.4105
Si 9.5708 9.5708 31.4105
Si 2.7345 0 0.6835
Si 8.2035 0 0.6835
Si 0 2.7345 0.6835
Si 5.469 2.7345 0.6835
Si 2.7345 5.469 0.6835
Si 8.2035 5.469 0.6835
Si 0 8.2035 0.6835
Si 5.469 8.2035 0.6835
Si 4.1018 1.3673 2.0507
Si 9.5708 1.3673 2.0507
Si 1.3673 4.1018 2.0507
Si 6.8362 4.1018 2.0507
Si 4.1018 6.8362 2.0507
Si 9.5708 6.8362 2.0507
Si 1.3673 9.5708 2.0507
Si 6.8362 9.5708 2.0507
Si 0 0 3.418
Si 5.469 0 3.418
Si 2.7345 2.7345 3.418
Si 8.2035 2.7345 3.418
Si 0 5.469 3.418
Si 5.469 5.469 3.418
Si 2.7345 8.2035 3.418
Si 8.2035 8.2035 3.418
Si 1.2973 1.4366 4.7207
Si 6.8609 1.3424 4.8239
Si 4.1534 4.0653 4.8774
Si 9.5813 4.088 4.795
Si 1.3914 6.8473 4.8328
Si 6.854 6.7959 4.715
Si 4.099 9.5355 4.7426
Si 9.5683 9.5602 4.779
Si 2.6237 -0.0437 5.9219
Si 8.2137 -0.0332 6.1933
Si -0.0797 2.6952 6.2219
Si 5.5155 2.5957 6.303
Si 2.7453 5.5108 6.28
Si 8.1689 5.432 6.0977
Si -0.039 8.1742 6.1647
Si 5.464 8.1235 6.0693
Si 3.7319 1.3497 7.4166
Si 9.7199 1.1066 7.6176
Si 1.6472 3.7619 7.4209
Si 6.7567 4.2236 7.5292
Si 4.5192 6.5344 7.56
Si 9.2856 7.0221 7.421
Si 1.0999 9.8522 7.3339
Si 7.027 9.2336 7.3599
O 1.2771 4.0782 24.0109
O 6.8059 9.577 24.1504
O 2.9402 2.7689 7.2923
O 8.1625 8.1579 7.881
O 5.5888 5.3678 7.9805
O 0.0159 0.0116 7.9737
O 5.3952 5.4746 23.028
O 10.5558 0.4614 22.9937
O 2.1657 9.3798 8.5336
O 1.458 3.7812 9.0454
O 8.9577 1.6468 8.9255
O 7.7927 9.745 12.1466
O 3.3898 0.7989 8.9666
O 4.3853 7.3674 9.3277
O 7.7282 3.7332 8.7124
O 9.8927 6.4236 8.8272
O 3.3763 2.4322 23.0676
O 4.6815 0.1531 23.4315
O 9.2317 2.4473 23.9241
O 9.8373 5.5444 23.4926
O 19.9097 8.0985 23.4569
O 3.3462 7.9498 23.2474
O 7.0193 3.9829 24.3088
O 1.3488 9.6162 24.0314
Si 3.9711 6.4018 10.7668
Si 9.3546 4.1305 14.5904
Si 7.5171 8.1757 11.9033
Si 4.2405 1.2399 22.2993
Si 17.3727 3.6808 14.1413
Si 2.7665 -0.5057 20.085
Si 7.2403 4.1015 19.3798
Si 14.1182 6.5592 16.4232
Si 2.2415 4.041 10.4607
Si 5.8099 16.1214 16.6389
Si 3.8576 9.6753 17.2273
Si 10.4671 4.2321 11.6528
Si 11.0236 6.4264 16.08
Si 8.2027 1.453 14.6424
Si 2.7933 10.3817 9.681
Si 9.1606 6.7439 22.5735
Si 11.218 -1.2754 11.2067
Si 3.6471 -3.2976 13.7175
Si 5.2719 8.7929 9.8656
Si 9.6074 1.7344 22.5289
Si 12.0176 -0.4959 16.5457
Si 8.0558 2.6489 10.055
Si -0.3126 8.1825 18.395
Si 11.806 -2.1221 14.1488
Si 5.2226 3.8323 11.2992
Si 6.069 6.0365 21.6445
Si 6.5374 7.6742 14.6705
Si 11.6183 6.4514 20.6525
Si 11.1361 1.0148 18.7672
Si 14.278 7.6461 21.6345
Si 7.0147 1.3143 20.7204
Si 10.0445 7.0155 10.3467
Si -0.5901 3.6347 20.1298
Si 8.5133 -0.7316 19.0865
Si 6.9382 10.1077 16.3889
Si 8.6662 0.1819 11.9397
O 13.4278 8.7543 13.9434
O 7.728 -1.1506 17.7503
O 6.1032 8.1326 11.0615
O 1.6489 10.4943 10.8349
O 5.2387 -5.5108 10.8616
O 10.1058 7.1176 17.2606
O 6.3063 4.9172 20.4695
O 6.8668 13.0633 13.9841
O 3.6426 7.213 12.1319
O 2.6058 5.655 10.3332
O 7.8216 4.5929 14.1701
O 11.5117 -1.6518 17.5865
O 10.2365 4.07 13.2467
O 0.7501 7.4061 19.3447
O 7.0128 2.4758 19.5492
O 12.5467 6.1298 16.6852
O 17.3447 6.4894 15.8021
O 13.0912 6.528 21.3744
O 3.307 0.6024 21.1428
O 1.0706 3.643 11.5119
O 7.2897 -0.1855 20.0663
O 8.204 1.3548 21.8273
O -1.5097 8.8421 19.3219
O 2.8187 8.9906 20.8591
O 12.2406 0.133 19.6381
O 6.1197 9.5692 8.7351
O 8.6095 7.4659 10.9588
O 9.0099 0.6549 13.4799
O 7.6147 11.4766 15.8483
O 6.4128 3.0487 10.5936
O 2.7019 -0.451 16.4153
O 3.6774 14.2586 10.8644
O -6.6587 5.5594 17.1352
O 11.2113 7.4446 14.8066
O 4.0822 9.7114 10.4307
O 3.5518 8.0664 17.0006
O 10.1597 5.1157 15.626
O 10.3332 2.8101 21.5499
O 5.3766 14.8952 12.9366
O 4.8767 7.1339 21.1908
O 11.0637 2.6132 19.0743
O 9.179 2.6324 15.2585
O 3.734 -0.7647 18.7864
O 5.6302 1.632 21.5314
O 5.3248 10.1259 16.6723
O 7.8957 1.2941 11.098
O 9.6126 0.4762 19.0461
O 17.7027 4.6958 17.9071
O 7.6378 6.4891 21.9775
O -5.8461 -2.6956 14.1392
O 7.3598 -3.6168 13.2925
O 11.4243 -0.8268 15.0706
O 10.3209 7.0273 21.4744
O 9.2598 3.5457 10.8227
O 8.8729 -6.6958 19.6608
O 0.5456 11.847 17.1673
O 16.632 3.9487 15.5784
O 11.1571 -1.9159 12.6978
O 11.3584 4.8923 20.2866
O 0.0685 8.3474 10.2414
O 10.626 5.8273 11.2765
O 10.0298 -0.1936 11.1239
O 14.304 6.4253 14.78
O 7.3085 8.9214 15.3483

Results
free energy: -133958.208 eV
free energy less fixed offsets of O -568.88, Si -635.61 eV per atom: 3.752 eV

Forces (eV/angstrom), in the order of the atoms: element, x, y, z
Si 0.0008 -0.0018 0.0058
Si 0 0.0027 0.0024
Si 0.0027 -0.0001 0.008
Si -0.0009 -0.0037 -0.0035
Si 0.0013 0.0038 0.0044
Si -0.0019 0.0033 0.0004
Si 0.0003 -0.0049 0.0057
Si 0.0002 -0.0015 0.0038
Si -0.0014 0.0008 -0.003
Si 0.0018 -0.0024 -0.0042
Si -0.0018 0.0013 -0.0019
Si -0.0001 -0.0001 -0.0033
Si 0.0006 0.0001 -0.0035
Si -0.0012 0.0013 -0.0038
Si -0.0014 -0.0012 -0.0043
Si -0.0001 -0.0013 -0.0028
Si -0.0011 0.0032 0.0019
Si 0.0005 0.0022 0.0015
Si -0.0005 -0.0047 0.0009
Si -0.0027 0.0006 0.003
Si 0.0001 -0.0002 -0.0012
Si 0.0015 0.0026 0.0031
Si -0.0024 -0.0002 -0.0001
Si 0.0018 -0.0007 0.0011
Si -0.2013 0.1161 0.0906
Si 0.1358 -0.0267 0.4576
Si 0.4077 0.0255 -0.1786
Si -0.2387 0.02 -0.1409
Si -0.1641 -0.2386 0.0419
Si 0.106 0.5512 0.3523
Si -0.0629 0.0291 -0.3601
Si 0.0261 -0.2181 -0.0736
Si -0.1418 -0.1069 0.0345
Si -0.0178 -0.0014 -0.0602
Si 0.1211 0.0915 0.0326
Si 0.1029 0.0525 -0.0352
Si -0.0316 0.0054 -0.0664
Si -0.1026 -0.1319 0.0231
Si 0.0333 0.0435 -0.0529
Si 0.1173 0.0498 0.0518
Si -0.0088 0.0419 -0.0477
Si -0.0009 -0.0507 -0.0286
Si -0.0072 -0.045 0.0171
Si -0.0396 0.0321 -0.0057
Si 0.0295 -0.0094 -0.0298
Si 0.0109 0.0337 -0.0384
Si -0.0034 -0.0028 -0.0085
Si -0.0359 0.0139 0.0219
Si -0.0159 0.0006 0.0177
Si 0.0236 0.0443 0.0033
Si -0.0212 -0.046 0.0384
Si 0.0361 0.0213 0.0143
Si -0.004 0.0038 -0.0111
Si 0.0233 -0.0478 0.0272
Si -0.0291 -0.0101 0.0086
Si 0.017 -0.011 0.0395
Si -0.0058 0.0074 0.0616
Si -0.0872 -0.0708 -0.0265
Si 0.1338 0.0918 -0.0166
Si -0.0543 -0.0509 0.0243
Si -0.1254 -0.0896 0.0007
Si -0.0103 0.0518 0.0299
Si -0.0176 -0.0009 0.0318
Si 0.022 0.0115 -0.03
Si -0.2459 0.0121 -0.2645
Si 0.2402 -0.0101 0.1189
Si 0.125 0.5052 0.0887
Si 0.0358 -0.0742 0.1343
Si 0.2339 -0.0555 0.296
Si -0.2077 -0.4519 -0.1034
Si -0.0858 -0.2451 -0.2135
Si 0.0625 0.1455 -0.2661
Si -0.0029 -0.0038 0.0046
Si 0 0.0021 -0.0009
Si -0.0012 -0.0053 0.0083
Si 0.0003 -0.0017 -0.0002
Si -0.0031 0.0039 -0.0048
Si -0.0002 -0.003 -0.0004
Si -0.0016 0.0007 -0.0023
Si -0.0029 0.0039 0.0021
Si 0.0088 0.007 0.0211
Si -0.0013 0 0.0014
Si 0.0012 0.001 0.0035
Si 0.0141 0.0004 0.0064
Si -0.0062 -0.0092 0.002
Si -0.001 0.002 0.0082
Si 0.006 0.0045 0.0108
Si -0.0054 0.0001 0.0082
Si 0.0171 -0.0361 0.0084
Si -0.0074 0.0031 0.0099
Si -0.0114 0.0159 0.0096
Si -0.0149 -0.0194 -0.0248
Si 0.0364 0.0204 -0.0198
Si 0.0002 0.0016 -0.0125
Si -0.0074 -0.0062 -0.0171
Si 0.0013 -0.0001 -0.0104
O -0.0003 -0.0006 -0.0017
O -0.0006 -0.0012 0.0012
O -0.0335 0.0262 -0.0135
O -0.0005 0.0013 0.0085
O -0.0329 -0.0024 0.0181
O 0.0021 0.0023 0.0029
O 0.0004 -0.0011 -0.0021
O -0.0022 0.003 -0.0026
O 0.0023 -0.0022 0.0048
O 0.0171 0.0013 -0.0001
O -0.0093 0.0117 0.0074
O 0.0081 0.0173 -0.0008
O 0.0013 -0.0075 0.0048
O 0.0005 -0.0056 -0.0066
O -0.0037 -0.0147 0.0421
O 0.0011 0.0002 0.0056
O -0.0004 -0.0011 -0.0041
O -0.0003 0 -0.0018
O -0.0041 0.0023 -0.0015
O -0.0004 -0.0003 -0.0022
O 0.0001 -0.0007 -0.0022
O -0.0003 0.0009 -0.003
O 0.0013 -0.0002 0.0054
O 0.0021 -0.0016 -0.0014
Si -0.0103 -0.022 0.0148
Si -0.0024 -0.0044 0.0004
Si 0.0031 0.0022 0.0012
Si -0.0004 -0.0001 0.0046
Si -0.0144 -0.0156 -0.0119
Si -0.0008 -0.0006 0.002
Si -0.001 0.0005 0.0019
Si -0.0008 -0.0003 0.0023
Si -0.0105 -0.0069 -0.0051
Si -0.0009 -0.0029 -0.0004
Si -0.001 0.0006 0.0025
Si 0.0032 -0.0014 0.0032
Si -0.0015 -0.0008 0.0023
Si -0.0053 0.0061 0.0013
Si -0.0004 0.0127 -0.0104
Si 0.0014 0.0004 0.0032
Si -0.0005 0.0002 -0.0002
Si -0.0015 0.0019 0.0067
Si 0.012 0.0199 -0.0013
Si -0.0008 0.0001 0.0047
Si -0.0005 0 0.003
Si -0.0259 -0.0609 0.0112
Si -0.0007 0.0006 0.002
Si -0.0008 0.0005 0.0015
Si 0.0333 -0.044 -0.0386
Si -0.0006 -0.0006 0.0027
Si -0.0003 0.0001 0.0035
Si 0 -0.0002 0.0014
Si -0.001 -0.0002 0.0015
Si -0.0008 0.0007 0.0033
Si 0.0003 -0.0004 0.002
Si -0.0004 -0.0004 -0.0036
Si -0.0002 -0.0001 0.0016
Si -0.0028 -0.0011 -0.0052
Si 0.0076 0.0062 0.0029
Si -0.0207 0.0168 0.0032
O 0.0001 -0.0016 -0.0019
O -0.0016 0.006 -0.0034
O -0.0063 -0.0036 -0.0038
O -0.0005 -0.0022 0.0015
O 0.009 0.0091 -0.0051
O -0.0005 -0.0001 -0.0009
O -0.0006 0 -0.0018
O -0.0083 0.0183 0.0156
O 0.0026 -0.0026 -0.0049
O 0.0033 0.0024 -0.0028
O -0.0015 -0.0002 0.0005
O -0.0006 -0.0004 -0.0005
O -0.0014 0.0011 0.0007
O -0.0007 -0.0005 -0.0005
O -0.0004 -0.0002 -0.0004
O -0.0004 -0.0004 -0.001
O -0.0003 -0.0004 -0.0013
O -0.0009 -0.0004 -0.0015
O -0.0002 0.0001 -0.0009
O -0.0006 0.0031 -0.0021
O -0.0002 0.0011 -0.0011
O -0.0009 0.0003 -0.0008
O -0.0011 0.0019 -0.0018
O -0.0002 0.0002 -0.0014
O 0 0.0003 -0.001
O -0.0063 -0.0047 0.0057
O -0.0023 0.0002 0.0005
O -0.0055 -0.0086 -0.0197
O -0.0046 -0.0155 0.0008
O 0.0163 0.0205 -0.0054
O 0.0004 -0.0003 -0.0008
O -0.001 0.0076 0.0051
O 0.0005 -0.0004 -0.0012
O 0 0.0001 -0.0015
O 0.0012 -0.0101 0.0001
O -0.0012 -0.0004 -0.0014
O -0.0006 0.0012 -0.0004
O -0.0004 0 -0.0009
O 0.0214 -0.0076 0.0186
O -0.0001 -0.0004 -0.0014
O -0.0004 0.0004 -0.0008
O -0.0037 0 -0.0044
O -0.0004 -0.0003 -0.0009
O 0.0004 -0.0003 -0.0015
O 0.0023 0.0003 -0.001
O 0.0109 0.0539 -0.0171
O -0.003 -0.0031 0.0003
O -0.0021 -0.0003 -0.0015
O 0.0005 0.0002 -0.0014
O -0.0016 -0.0008 -0.0023
O -0.0005 0 -0.0027
O 0.0001 -0.0009 -0.0024
O -0.0013 0 -0.001
O 0.0036 0.0075 0.0024
O -0.0002 -0.0002 -0.0011
O -0.0005 -0.0001 -0.0015
O 0.0047 -0.001 -0.0177
O 0.0004 0.0004 -0.0028
O -0.0009 0.0003 -0.0009
O 0.0001 0.0017 0.0034
O -0.0002 -0.001 0.0016
O -0.0033 -0.0003 0.0007
O -0.0014 0 -0.0013
O -0.0007 0.0051 0.0028

The program warned: the cutoff lies below the one the program advises for these potential files; the forces do not sum to zero within the program's tolerance; the exchange-correlation potential is rough where the density is thin.
